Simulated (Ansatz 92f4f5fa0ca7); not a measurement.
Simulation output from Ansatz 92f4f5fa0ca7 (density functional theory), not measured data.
Periodic cell of 227 atoms, Si134O92H1, from a study of silicon, its oxide and their interface. The atomic structure is a simulated model.
Doubt: the cutoff is far below the 930 eV that the study's wrapper takes by default for these files, so forces and energies are approximate.
This geometry differs little from another in the collection (a relaxation step or a small displacement).

Settings
functional: PBE
potential files: Ansatz PAW
basis: plane waves
wave-function cutoff: 580 eV
density cutoff ratio: 5
exchange-correlation grid ratio: 1
k mesh: 1 x 1 x 1, Gamma-centred
self-consistency stop: 5e-08 eV per atom in the density residual
occupations: fixed
spin: none
net charge: +1 e, with a uniform compensating background and no finite-size correction

Cell vectors (angstrom)
a	10.938	0	0
b	0	10.938	0
c	0	0	32.2094

Atoms and the computed forces on them: element, x, y, z (angstrom), force x, y, z (eV/angstrom)
Si	0.1979	-0.3743	24.8361	-0.0129	0.0075	-0.0231
Si	5.4809	-0.3431	24.6835	-0.0297	0.0142	-0.0069
Si	2.5552	2.9115	24.7464	0.0081	-0.0062	-0.0132
Si	7.9656	3.0994	24.5755	-0.0167	-0.0063	-0.0001
Si	0.1623	5.0184	24.6884	-0.017	-0.0061	0.0077
Si	5.6578	5.3066	24.8443	0.0095	0.0048	-0.0208
Si	2.418	8.2611	24.9352	0.0021	-0.0242	0.0094
Si	7.8254	8.4406	24.6512	0.0098	0.0121	-0.0219
Si	1.3668	1.3091	26.0307	-0.0011	0.0048	0.0112
Si	6.7824	1.3503	25.8133	0.0009	0.0109	0.0016
Si	4.0643	4.1081	26.086	-0.0101	-0.0015	0.0071
Si	9.5285	4.0088	26.1016	0.0072	0.0145	-0.0038
Si	1.1834	6.7043	26.0858	0.0047	0.0132	0.001
Si	6.8517	6.8482	26.1062	-0.0008	-0.0164	0.0142
Si	4.059	9.4577	26.151	0.0107	0.007	-0.0008
Si	9.4463	9.5235	26.0458	0.004	-0.0116	0.0039
Si	2.7466	-0.0027	27.4419	0	-0.0061	-0.0012
Si	8.1495	0.0577	27.3594	0.0046	-0.0016	0.003
Si	0.0118	2.6777	27.4318	0.0002	-0.0032	-0.005
Si	5.4844	2.7074	27.365	0.0007	-0.0092	0.0039
Si	2.702	5.48	27.4382	0.0041	-0.0012	-0.0025
Si	8.2382	5.4759	27.4408	0.0041	-0.003	0.0001
Si	-0.0802	8.1865	27.4281	0.007	0.0046	-0.0021
Si	5.4805	8.1693	27.4814	-0.0036	0.0045	-0.0025
Si	4.1018	1.3673	28.7912	0.2371	0.0374	-0.0602
Si	9.5708	1.3673	28.7912	-0.2098	-0.1801	-0.0381
Si	1.3673	4.1018	28.7912	-0.0644	-0.1698	0.0502
Si	6.8362	4.1018	28.7912	0.0217	-0.1055	-0.2852
Si	4.1018	6.8362	28.7912	-0.1948	-0.1535	0.2925
Si	9.5708	6.8362	28.7912	-0.096	-0.0598	0.5317
Si	1.3673	9.5708	28.7912	-0.197	-0.1088	-0.1741
Si	6.8362	9.5708	28.7912	0.0454	0.3198	-0.065
Si	0	0	30.1584	-0.1187	-0.1133	-0.0175
Si	5.469	0	30.1584	-0.0093	-0.0065	-0.0049
Si	2.7345	2.7345	30.1584	0.006	0.0355	-0.0302
Si	8.2035	2.7345	30.1584	0.0104	0.0026	-0.0215
Si	0	5.469	30.1584	-0.0276	-0.0032	0.0043
Si	5.469	5.469	30.1584	-0.1245	-0.0863	-0.0175
Si	2.7345	8.2035	30.1584	-0.0078	-0.0513	-0.0063
Si	8.2035	8.2035	30.1584	0.0474	-0.0069	-0.003
Si	1.3673	1.3673	31.5257	0.0332	0.0021	-0.0322
Si	6.8362	1.3673	31.5257	0.0095	0.003	-0.0322
Si	4.1018	4.1018	31.5257	0.0141	-0.0171	0.0015
Si	9.5708	4.1018	31.5257	-0.0017	0.0092	-0.0215
Si	1.3673	6.8362	31.5257	0.0116	-0.0237	-0.0189
Si	6.8362	6.8362	31.5257	-0.0221	0.0507	-0.0308
Si	4.1018	9.5708	31.5257	-0.004	0.0478	-0.0226
Si	9.5708	9.5708	31.5257	0.0238	-0.0121	0.006
Si	2.7345	0	0.6835	0.0075	-0.0349	0.0262
Si	8.2035	0	0.6835	-0.0552	0.0463	-0.0033
Si	0	2.7345	0.6835	-0.005	-0.0024	0.0294
Si	5.469	2.7345	0.6835	0.019	-0.039	0.0109
Si	2.7345	5.469	0.6835	-0.0086	0.0244	0.0082
Si	8.2035	5.469	0.6835	0.0096	-0.0166	0.0188
Si	0	8.2035	0.6835	-0.0046	-0.0003	0.0185
Si	5.469	8.2035	0.6835	-0.0453	-0.0134	0.0311
Si	4.1018	1.3673	2.0507	0.0154	0.0906	-0.0038
Si	9.5708	1.3673	2.0507	0.0065	-0.0421	0.0134
Si	1.3673	4.1018	2.0507	0.1079	0.0411	0.0139
Si	6.8362	4.1018	2.0507	-0.0012	0.0298	0.0103
Si	4.1018	6.8362	2.0507	0.0185	-0.041	0.0164
Si	9.5708	6.8362	2.0507	0.0195	0.0393	0.028
Si	1.3673	9.5708	2.0507	-0.0266	0.019	0.0124
Si	6.8362	9.5708	2.0507	0.1169	0.0815	-0.0023
Si	0	0	3.418	-0.171	-0.2891	-0.1479
Si	5.469	0	3.418	0.0525	-0.0555	0.0905
Si	2.7345	2.7345	3.418	0.2927	0.174	-0.4053
Si	8.2035	2.7345	3.418	0.0929	0.1889	-0.0091
Si	0	5.469	3.418	0.1327	0.2276	0.1917
Si	5.469	5.469	3.418	0.0434	0.1491	-0.1279
Si	2.7345	8.2035	3.418	-0.184	-0.1152	0.2267
Si	8.2035	8.2035	3.418	0.1257	0.2595	-0.0022
Si	1.3744	1.376	4.6974	0.0055	0.0012	-0.0007
Si	6.8596	1.3749	4.7766	-0.0057	-0.0007	-0.0053
Si	4.1079	4.1228	4.771	-0.0118	-0.0068	0.0008
Si	9.5673	4.1435	4.7902	0.0017	-0.0011	0.0019
Si	1.3555	6.8544	4.8652	-0.0011	0.001	-0.0032
Si	6.8186	6.8879	4.7682	0.0018	-0.0008	0.0003
Si	4.1025	9.5579	4.7858	-0.0062	0.0045	0.0007
Si	9.6029	9.548	4.8366	0.0067	-0.0106	-0.0058
Si	2.7437	0.0497	6.0587	-0.0017	-0.0025	-0.0003
Si	8.2612	0.0728	6.1565	0.0064	0.0034	-0.0088
Si	0.0918	2.7899	6.0502	0.0028	0.0034	-0.0052
Si	5.5722	2.823	6.1088	0.0097	0.0126	0.0067
Si	2.7756	5.4952	6.1995	0.0071	-0.0027	-0.0103
Si	8.2888	5.6382	6.1301	-0.0008	0.0001	0.0001
Si	0.0507	8.2293	6.3564	0.0005	0.0023	0.0018
Si	5.4595	8.2309	6.2023	0.0003	0.0001	-0.0067
Si	3.9319	1.6485	7.2723	-0.0302	0.0002	0.0382
Si	9.9433	1.2384	7.3747	-0.0059	0.0092	0.0198
Si	1.6706	3.8357	7.4579	-0.0029	0.0031	0.0118
Si	6.7459	4.4662	7.3762	0.0105	-0.0064	-0.0115
Si	4.3961	6.5708	7.5454	-0.0073	-0.0022	0.0173
Si	9.2781	7.1833	7.7056	0.0131	-0.0037	0.0025
Si	1.2275	9.9447	7.5292	0.014	-0.0138	0.0003
Si	7.0429	9.4648	7.4325	0.0044	-0.0074	0.0277
O	5.5491	5.4529	7.9328	-0.0076	0.0015	0.007
O	0.0462	0.0878	7.9437	-0.0085	0.0089	0.0072
O	2.8186	2.7195	7.842	0.0281	-0.0234	-0.0009
O	8.1597	8.3655	7.9135	-0.0124	0.0175	-0.0049
O	1.3676	9.4451	24.4753	0.0113	0.0159	-0.0267
O	6.7362	4.1716	24.343	-0.0113	-0.0215	-0.0033
O	6.6503	9.5241	24.1699	-0.0003	0.0078	-0.011
O	1.4101	4.0083	24.2958	0.0126	-0.0171	-0.0121
O	6.4272	10.0705	8.846	0.0011	0.0082	-0.0109
O	1.0778	4.2528	8.9509	0.004	-0.0021	-0.0138
O	1.9768	9.5408	8.9497	-0.0024	0.0026	-0.004
O	7.6547	4.1098	8.7192	0.0111	-0.0435	0.0088
O	9.5039	6.7277	9.316	-0.0025	0.0028	0.0005
O	4.5294	0.9278	8.6168	0.0463	0.012	-0.0371
O	3.8103	7.0249	9.0203	0.0032	0.0009	-0.0103
O	9.5681	2.143	8.7058	-0.0406	-0.0059	0.0025
O	4.5243	0.0488	23.3684	0.0164	-0.0202	0.0291
O	8.7075	3.1332	23.0544	-0.0023	0.0018	0.0015
O	10.3905	5.2455	23.1975	0.0091	0.0045	0.0076
O	5.1974	6.0963	23.4645	0.0115	-0.0077	0.0107
O	8.4173	7.8003	23.2478	-0.0018	0.006	0.0224
O	3.2741	2.3729	23.345	-0.0104	-0.003	0.0118
O	2.8991	7.4666	23.5796	-0.0067	0.0068	0.0116
O	10.532	0.0104	23.3328	0.0237	-0.0122	0.0402
Si	-0.3715	9.1292	12.3581	0.0039	0.0096	0.0065
Si	9.22	2.7307	14.7695	-0.0327	-0.0257	0.0199
Si	4.2725	12.0615	14.2814	0.0204	0.0075	0.0263
Si	0.0609	11.5729	13.6877	0.0037	0.0022	0.0029
Si	10.4251	4.9007	16.6568	-0.0165	-0.0038	-0.0205
Si	2.1876	4.8357	14.8941	0.0177	-0.0057	0.0046
Si	11.0422	3.7852	19.5573	-0.0037	-0.0165	-0.0221
Si	3.4423	0.9623	22.5493	-0.0297	-0.0015	-0.041
Si	2.0921	9.515	10.5683	-0.0081	0.0071	0.0071
Si	0.1832	-3.0374	20.6144	-0.0069	0.0044	-0.0117
Si	7.2705	1.8932	18.5998	-0.1441	-0.2639	-0.5178
Si	8.2355	2.7522	9.3952	-0.0268	-0.0267	-0.0132
Si	4.6558	-0.3664	11.7016	0.0066	0.0013	0.0211
Si	8.7766	6.9701	10.777	-0.0027	0.0067	0.0087
Si	1.449	4.296	10.5305	-0.0025	-0.0094	0.0161
Si	5.0256	11.3609	19.9987	-0.0043	-0.0056	-0.0466
Si	11.404	-0.2111	21.9709	0.0474	-0.0108	-0.0008
Si	3.4504	6.7851	10.5936	0.0038	-0.0021	0.0102
Si	9.3417	4.4194	22.2331	0.0025	-0.0047	-0.0246
Si	3.5288	7.4567	15.4682	0.0062	0.0047	-0.0157
Si	4.8218	3.4319	15.8722	0.0325	0.0047	0.0237
Si	9.4193	4.1315	11.846	0.0024	-0.0061	0.0204
Si	-0.6705	0.937	19.2903	0.0221	-0.0249	-0.0718
Si	15.737	0.9288	17.1564	0.1471	0.0202	0.0451
Si	6.5141	4.823	17.701	-0.0268	-0.007	-0.0402
Si	0.9959	-1.7937	14.9145	-0.0022	0.0026	0.0078
Si	12.8637	2.6337	12.7063	-0.0007	-0.0085	0.0139
Si	2.196	5.6314	20.5969	0.0085	-0.0027	-0.0066
Si	15.2021	6.5761	18.4737	0.0133	-0.0128	-0.0188
Si	6.4755	-2.4693	14.6846	0.0154	0.0201	0.0258
Si	5.5742	8.3368	20.534	-0.0093	0.0307	-0.0101
Si	8.4044	7.1317	16.8762	-0.0147	0.006	-0.0028
Si	6.0097	7.7302	11.6875	0.0047	0.0093	0.0164
Si	7.6	0.3401	15.7558	-0.0085	0.0506	0.0755
Si	8.2915	7.1721	21.7486	0.0019	0.0091	-0.0182
Si	3.9632	6.7176	22.6333	-0.0041	-0.0011	-0.0222
Si	5.9232	0.5923	9.358	0.0078	0.0486	0.0323
Si	9.8696	-1.2855	17.2382	-0.0257	0.0421	0.0077
O	9.5413	7.6613	20.8349	0.003	-0.0079	0.0016
O	6.0143	15.4485	16.1548	-0.0399	-0.0105	-0.0082
O	11.59	-1.7447	21.4734	-0.0026	0.0397	0.0187
O	7.2556	14.3929	18.2436	0.0042	0.1415	-0.018
O	5.6556	9.9671	20.5039	-0.0027	-0.0408	0.0105
O	8.9245	-0.2025	16.4429	0.027	-0.0183	0.0022
O	7.0847	1.6624	9.1017	-0.0096	0.0087	0.02
O	1.0108	-4.3407	21.1315	-0.0034	0.005	0.0011
O	6.7104	-2.9911	13.1651	-0.0038	-0.012	-0.0311
O	12.5273	4.2069	20.0965	0.0021	-0.0005	-0.0021
O	0.4713	-2.8744	19.0054	-0.005	-0.0069	0.0098
O	0.6322	9.7424	11.239	0.0192	-0.0057	-0.0046
O	-1.4272	8.156	11.6401	-0.0023	-0.0075	-0.0035
O	1.6951	4.0092	13.5879	-0.0018	-0.0083	-0.0035
O	5.2639	9.1234	11.3608	-0.0024	-0.0028	0.0009
O	3.2875	5.4779	21.7883	0.0114	0.0046	0.0085
O	7.2048	7.4013	10.6366	0.0063	-0.0043	-0.0046
O	4.3381	0.1697	18.4988	-0.0302	-0.018	0.029
O	-0.3449	10.5757	18.3705	0.0073	-0.0114	-0.0012
O	1.9671	0.3478	22.2663	-0.0182	-0.0097	-0.039
O	-1.0263	10.4992	13.0593	0.0009	-0.0148	-0.0026
O	4.8061	-0.0325	13.2965	0.0022	-0.0178	-0.0234
O	7.4863	7.6263	15.63	-0.0228	0.0043	0.0018
O	4.1463	0.3799	15.7815	-0.0306	-0.0294	-0.0505
O	-2.1547	-5.3182	11.6996	0.0044	-0.0035	0.0007
O	4.6491	13.4726	17.2623	-0.0317	0.0329	-0.0104
O	2.3078	3.0365	11.1773	0.0011	0.0083	-0.0145
O	2.624	8.0837	11.1076	-0.0025	-0.0002	0.0003
O	9.2153	3.6052	13.399	0.0106	0.0175	-0.0275
O	5.1186	-3.0905	19.0344	-0.0006	0.0008	0.0114
O	9.7077	6.3278	16.3403	0.0191	-0.0026	-0.0022
O	5.1908	5.2189	18.5724	-0.0233	0.0209	0.0148
O	9.4537	3.7132	16.0537	0.0188	0.0057	-0.0051
O	-0.5253	1.6326	14.8232	0.0128	-0.0041	-0.0006
O	6.7977	-11.7815	14.9855	-0.028	-0.0492	-0.0156
O	2.4148	8.6236	15.4718	-0.0011	0.0006	0.0111
O	6.6004	11.7987	17.1429	0.0547	0.1625	0.2242
O	10.9729	4.2982	11.3674	0.0028	-0.0009	-0.0017
O	14.7369	-4.0746	16.9529	0.0076	-0.0033	0.0124
O	5.6159	0.6957	10.9536	0.0188	0.0098	-0.0628
O	6.9949	7.7191	20.9423	0.0132	-0.0118	0.0068
O	7.8775	1.756	14.993	0.0297	0.0272	-0.0265
O	10.0027	14.806	20.8202	-0.0109	0.0053	0.0138
O	1.2199	10.6988	14.4474	-0.0071	0.003	0.0006
O	2.4186	5.5616	10.8196	0.0004	0.0041	0.0007
O	13.842	6.2658	14.5227	-0.0081	-0.0059	0.0037
O	11.8746	4.9767	15.9221	0.0111	-0.002	0.0034
O	0.4007	8.3468	13.6024	-0.006	-0.0043	-0.0118
O	4.4471	7.8735	21.5925	-0.002	-0.0095	0.003
O	10.9089	9.0492	16.168	0.0191	-0.0065	-0.0101
O	0.6392	12.5776	12.5534	0.0032	0.0046	-0.0018
O	8.5929	3.0461	10.9534	-0.0098	-0.0022	-0.0238
O	10.5329	0.5882	20.8392	0.0092	-0.0081	0.0634
O	10.5889	4.7136	18.2768	0.0068	-0.0029	0.0109
O	8.6985	1.3162	18.9504	0.1468	-0.054	0.0601
O	2.8831	6.3644	19.2965	-0.0091	-0.0052	0.0063
O	11.146	-8.6764	18.9524	0.0131	0.0196	0.0127
O	6.2156	12.4507	19.724	-0.1387	-0.0437	0.194
O	14.2873	4.0153	15.6748	-0.0081	0.0094	-0.0045
O	8.2164	5.5364	21.8009	0.0018	-0.0052	-0.0036
O	4.8168	6.6031	11.5171	-0.004	-0.0017	0.0021
O	4.9159	8.1473	14.9933	-0.0004	-0.0047	0.0035
O	-2.0725	8.4506	17.7379	0.0036	-0.0077	-0.0033
O	5.2365	13.3576	14.6462	-0.0048	-0.0066	-0.0085
O	3.1166	-0.2864	11.1698	-0.0112	-0.0096	0
O	7.5357	-4.8642	17.7726	0.0348	0.0188	0.016
O	4.041	1.1509	21.0312	-0.0142	0.0197	0.0478
O	13.9346	1.7712	13.5643	-0.025	0.009	-0.0106
H	1.3182	-3.2598	18.7211	-0.0002	0.0005	0.0039

Results
free energy: -137529.268 eV
free energy less fixed offsets of H -15.97, O -568.88, Si -635.61 eV per atom: -4.598 eV

The program warned: the cutoff lies below the one the program advises for these potential files; the forces do not sum to zero within the program's tolerance; the exchange-correlation potential is rough where the density is thin.
